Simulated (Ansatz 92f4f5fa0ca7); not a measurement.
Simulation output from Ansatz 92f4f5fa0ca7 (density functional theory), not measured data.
Periodic cell of 228 atoms, Si134O93H1, from a study of silicon, its oxide and their interface. The atomic structure is a simulated model.
Doubt: the cutoff is far below the 930 eV that the study's wrapper takes by default for these files, so forces and energies are approximate.

Settings
functional: PBE
potential files: Ansatz PAW
basis: plane waves
wave-function cutoff: 580 eV
density cutoff ratio: 5
exchange-correlation grid ratio: 1
k mesh: 1 x 1 x 1, Gamma-centred
self-consistency stop: 5e-08 eV per atom in the density residual
occupations: fixed
spin: none
net charge: -1 e, with a uniform compensating background and no finite-size correction

Cell vectors (angstrom)
a	10.938	0	0
b	0	10.938	0
c	0	0	32.2952

Atoms: element, x, y, z (angstrom)
Si	0.308	-0.5144	24.9974
Si	5.7914	-0.0889	25.0388
Si	2.7609	2.5127	24.7056
Si	8.0448	2.8648	24.6482
Si	-0.0752	5.7301	24.648
Si	5.6849	4.9831	24.7573
Si	2.7678	8.45	24.812
Si	7.972	8.4611	24.9926
Si	1.2683	1.3609	26.113
Si	7.0264	1.4295	26.2404
Si	4.1673	3.8546	26.121
Si	9.5463	4.2094	25.9842
Si	1.5788	6.7435	26.0271
Si	6.7742	6.7149	26.0455
Si	4.1063	9.7067	26.2332
Si	9.6793	9.3605	26.3424
Si	2.6797	0.0779	27.5408
Si	8.3133	-0.0534	27.5582
Si	-0.0653	2.7894	27.4459
Si	5.5418	2.659	27.5707
Si	2.8359	5.3545	27.4638
Si	8.1826	5.4668	27.4763
Si	0.16	8.0108	27.5583
Si	5.4542	8.1777	27.4784
Si	4.1018	1.3673	28.877
Si	9.5708	1.3673	28.877
Si	1.3673	4.1018	28.877
Si	6.8362	4.1018	28.877
Si	4.1018	6.8362	28.877
Si	9.5708	6.8362	28.877
Si	1.3673	9.5708	28.877
Si	6.8362	9.5708	28.877
Si	0	0	30.2442
Si	5.469	0	30.2442
Si	2.7345	2.7345	30.2442
Si	8.2035	2.7345	30.2442
Si	0	5.469	30.2442
Si	5.469	5.469	30.2442
Si	2.7345	8.2035	30.2442
Si	8.2035	8.2035	30.2442
Si	1.3673	1.3673	31.6115
Si	6.8362	1.3673	31.6115
Si	4.1018	4.1018	31.6115
Si	9.5708	4.1018	31.6115
Si	1.3673	6.8362	31.6115
Si	6.8362	6.8362	31.6115
Si	4.1018	9.5708	31.6115
Si	9.5708	9.5708	31.6115
Si	2.7345	0	0.6835
Si	8.2035	0	0.6835
Si	0	2.7345	0.6835
Si	5.469	2.7345	0.6835
Si	2.7345	5.469	0.6835
Si	8.2035	5.469	0.6835
Si	0	8.2035	0.6835
Si	5.469	8.2035	0.6835
Si	4.1018	1.3673	2.0507
Si	9.5708	1.3673	2.0507
Si	1.3673	4.1018	2.0507
Si	6.8362	4.1018	2.0507
Si	4.1018	6.8362	2.0507
Si	9.5708	6.8362	2.0507
Si	1.3673	9.5708	2.0507
Si	6.8362	9.5708	2.0507
Si	0	0	3.418
Si	5.469	0	3.418
Si	2.7345	2.7345	3.418
Si	8.2035	2.7345	3.418
Si	0	5.469	3.418
Si	5.469	5.469	3.418
Si	2.7345	8.2035	3.418
Si	8.2035	8.2035	3.418
Si	1.3724	1.3583	4.7733
Si	6.7814	1.4106	4.8177
Si	4.0799	4.1207	4.7912
Si	9.5593	4.1308	4.7631
Si	1.3318	6.8727	4.8245
Si	6.7695	6.9224	4.6802
Si	4.0322	9.6375	4.8254
Si	9.5216	9.6263	4.7895
Si	2.6574	0.0263	6.2918
Si	8.1716	0.1009	6.1937
Si	0.0352	2.7777	6.0869
Si	5.3912	2.742	6.224
Si	2.7403	5.5248	6.1765
Si	8.1472	5.5864	5.9664
Si	-0.0725	8.2572	6.178
Si	5.4615	8.2844	6.0988
Si	3.7599	1.6559	7.6327
Si	9.802	1.2844	7.4583
Si	1.5441	3.9531	7.4615
Si	6.6232	4.4517	7.2803
Si	4.4002	6.6725	7.4226
Si	9.1614	7.1539	7.3916
Si	0.977	9.8378	7.5873
Si	6.9778	9.4528	7.4812
O	5.4938	5.5132	7.8437
O	-0.1457	0.0571	7.9112
O	2.6546	2.8366	8.0052
O	8.0839	8.304	7.9067
O	1.5103	9.4553	24.3423
O	6.8501	3.9331	24.1583
O	6.7752	9.5537	25.074
O	0.1427	4.8262	23.2871
O	6.2606	10.0382	8.8556
O	0.6393	4.7208	8.5869
O	1.3684	9.1677	9.0236
O	7.5648	4.0674	8.5587
O	9.5976	6.4193	8.7717
O	4.349	0.9643	9.0287
O	3.9647	7.4044	8.8234
O	9.3536	2.1077	8.817
O	5.69	0.3671	23.4417
O	8.5773	1.9667	23.3224
O	10.307	7.1128	23.906
O	4.7215	5.4759	23.497
O	8.2791	8.543	23.3742
O	2.3295	3.5204	23.4481
O	3.7838	7.9388	23.5797
O	10.1632	-0.1375	23.8165
Si	6.4586	12.2205	15.5866
Si	-2.6475	7.9638	14.086
Si	7.4855	4.1111	16.7348
Si	-0.4215	3.7118	19.9302
Si	14.289	2.2658	13.2177
Si	3.112	3.8199	18
Si	3.6794	7.4444	14.9868
Si	4.3236	0.8245	22.6782
Si	1.3121	5.9844	13.9848
Si	4.3845	-0.7152	20.2324
Si	4.7566	2.2305	20.1018
Si	7.9641	2.7474	9.4103
Si	9.3812	3.7188	11.7482
Si	10.7664	5.6849	9.6316
Si	2.8874	4.4914	11.6
Si	5.6383	8.0365	12.6973
Si	9.9067	1.1083	22.8161
Si	1.307	8.3861	10.4491
Si	9.9678	-1.0441	20.5584
Si	3.4792	1.5977	15.9977
Si	7.244	6.517	21.0904
Si	16.5326	0.2671	12.7767
Si	0.0808	-2.0949	13.1377
Si	9.466	5.0783	14.5591
Si	-9.8787	2.1954	11.3982
Si	3.5359	7.3207	19.7326
Si	1.8362	9.9046	15.4352
Si	0.8753	6.0421	18.635
Si	7.5419	3.6776	19.8414
Si	7.9268	-1.2553	16.6266
Si	0.8866	3.5265	22.6776
Si	5.0629	5.999	17.2747
Si	7.1504	9.0902	19.4716
Si	3.9614	7.1859	10.4454
Si	9.4433	7.6892	22.6382
Si	4.5941	6.8572	22.6333
Si	5.8285	0.5062	9.5901
Si	10.8763	-2.0339	17.7729
O	10.0319	0.4326	21.3165
O	4.5057	7.2665	13.5961
O	11.1534	2.11	23.0932
O	6.9442	-1.6859	17.8693
O	3.5548	8.9669	19.5968
O	0.0888	7.242	17.8086
O	8.0214	3.1977	10.9618
O	4.4957	2.1358	21.7215
O	1.8648	3.6333	10.723
O	13.3242	0.4588	15.6705
O	5.9279	-1.2059	20.3207
O	2.0522	5.2787	12.7653
O	2.8218	8.2049	11.0328
O	3.9871	3.502	12.3321
O	16.5271	-1.3247	13.0692
O	3.7548	6.7676	21.2515
O	1.8086	1.9998	12.9667
O	-14.2807	8.7745	15.3234
O	-9.6629	0.9103	10.3254
O	3.8022	-0.4201	21.744
O	3.1181	8.9584	15.1132
O	11.7176	-1.0602	14.1933
O	6.5	11.9533	13.952
O	3.3146	1.1626	23.9127
O	4.1059	-10.0906	12.9016
O	6.1445	7.1282	22.1551
O	-12.4752	8.9124	13.3547
O	-0.9029	4.9455	10.8621
O	7.9064	3.7643	18.2663
O	6.3634	2.5397	19.9528
O	14.5774	2.6632	14.7879
O	4.368	11.6845	19.4619
O	7.1374	7.5114	13.0368
O	-2.2259	6.4766	21.8196
O	-2.0894	4.385	15.8997
O	2.0092	6.8727	19.4438
O	2.4394	6.3865	15.1068
O	13.7585	2.3969	17.2761
O	9.4696	-1.5591	17.0853
O	6.8296	1.6538	9.0535
O	4.6893	7.1667	16.2264
O	19.9293	6.6281	14.6521
O	4.1851	4.6416	17.1156
O	-1.9261	3.4044	20.5538
O	10.3423	13.4063	11.8416
O	7.3119	-3.4325	19.8004
O	0.411	9.1678	11.5706
O	0.7925	6.8582	10.1994
O	4.6735	6.6364	18.759
O	15.9139	11.8822	16.2422
O	3.7113	5.6124	10.7363
O	6.5752	5.4835	16.918
O	10.2656	-2.2707	21.6227
O	1.7355	4.7333	18.0401
O	7.5989	11.2516	16.2809
O	8.9382	4.3546	13.2017
O	0.0254	9.6083	19.2775
O	3.804	14.3428	19.4521
O	5.3593	18.6261	11.1298
O	6.905	5.0228	20.5374
O	1.1486	-1.4973	16.8448
O	0.1637	5.0435	14.6699
O	0.608	-3.5935	13.4521
O	8.4585	9.8812	19.9841
O	6.037	0.4329	11.2016
O	6.7586	2.8457	15.9939
O	0.7831	3.5958	21.0616
O	10.6077	5.2866	19.442
O	-0.2105	2.585	18.7763
H	0.4707	2.7121	18.0992

Results
free energy: -138084.698 eV
free energy less fixed offsets of H -15.97, O -568.88, Si -635.61 eV per atom: 8.852 eV

Forces (eV/angstrom), in the order of the atoms: element, x, y, z
Si	0.0042	0.0108	0.0122
Si	0.0599	-0.2091	-0.0505
Si	0.0219	-0.0063	0.0255
Si	-0.0003	-0.0149	0.0448
Si	-0.0016	-0.0079	-0.0043
Si	-0.0072	-0.0171	0.0075
Si	-0.0003	-0.0065	0.0346
Si	-0.0524	0.1085	-0.0171
Si	-0.0037	-0.0117	0.011
Si	0.0395	0.0662	0.0161
Si	-0.0208	0.0125	-0.0064
Si	-0.0049	-0.0081	0.013
Si	0.0022	0.005	0.0068
Si	-0.0246	0.0075	0.0355
Si	0.0044	0.013	0.0132
Si	0.0026	0.0027	0.0226
Si	0.0081	-0.0015	0.0049
Si	-0.0128	-0.0462	-0.0242
Si	-0.0012	0.0014	0.0039
Si	0.0052	-0.0134	0.0084
Si	0.0051	-0.0023	0.0005
Si	0.0096	-0.0096	0.0061
Si	-0.0115	-0.0188	0.0116
Si	0.0269	0.0201	-0.0217
Si	0.0226	-0.1195	0.4473
Si	0.2305	0.3554	0.1659
Si	-0.0494	-0.0902	-0.4206
Si	0.1012	0.1318	0.1752
Si	0.0636	-0.2522	-0.1943
Si	0.1147	-0.5672	0.1038
Si	0.0921	-0.1419	0.0987
Si	0.0174	-0.2345	-0.1997
Si	-0.0033	0.0451	-0.0163
Si	-0.1388	-0.0436	0.0068
Si	0.0344	0.0091	-0.0044
Si	-0.027	0.0104	0.0182
Si	-0.1877	-0.0262	0.0328
Si	0.024	0.0494	0
Si	-0.0151	0.0708	-0.0034
Si	0.0077	0.1173	-0.0452
Si	0.0704	-0.0834	-0.0101
Si	0.0572	0.0304	-0.0402
Si	-0.0018	0.0458	-0.0078
Si	0.0979	-0.0745	-0.0085
Si	-0.0338	0.0007	-0.0419
Si	0.0162	-0.067	-0.0161
Si	0.0964	-0.0903	-0.0071
Si	-0.0205	0.0127	-0.0062
Si	-0.0221	0.0327	0.0259
Si	-0.0926	0.0394	0.0189
Si	-0.0957	0.0343	0.0215
Si	-0.0333	-0.0395	0.0039
Si	-0.0211	0.0551	0.0106
Si	-0.0032	0.024	0.015
Si	0.0202	0.0092	0.0072
Si	-0.0148	0.0813	0.0349
Si	0.0607	0.0368	-0.0013
Si	0.0697	-0.0653	0.0232
Si	0.0373	-0.0267	0.0146
Si	0.0307	0.0158	-0.0046
Si	0.0188	-0.1231	0.0041
Si	0.0357	0.0365	0.0106
Si	-0.0379	-0.0418	0.0024
Si	0.1056	-0.0454	-0.0034
Si	-0.0824	-0.0145	-0.0759
Si	-0.1993	0.1269	0.2363
Si	0.0466	-0.0092	-0.0593
Si	-0.2065	0.0263	0.1226
Si	0.1142	0.176	0.0001
Si	-0.3031	-0.0923	-0.3139
Si	-0.173	0.1626	0.2811
Si	0.1013	0.5001	-0.4609
Si	0.0018	-0.0006	0.0306
Si	0.0008	-0.0109	-0.0083
Si	-0.0007	0.0081	0.0168
Si	0.0136	-0.0079	0.0017
Si	-0.0041	-0.0038	-0.0028
Si	-0.0145	0.0164	0.0077
Si	-0.0063	0.0088	-0.0031
Si	-0.0129	-0.0007	0.0171
Si	-0.0138	0.0045	-0.0064
Si	0.0206	-0.0035	0.0128
Si	0.0046	-0.0054	0.018
Si	-0.0067	0.0088	-0.0077
Si	-0.0048	-0.0098	0.0165
Si	0.005	-0.0053	0.0054
Si	0.0007	0.0014	-0.0142
Si	0.0139	-0.0106	0.0108
Si	-0.1453	-0.0739	0.1792
Si	0.2088	-0.1212	0.0997
Si	0.0704	-0.1858	-0.149
Si	-0.0256	0.009	-0.0799
Si	-0.003	0.0103	-0.1165
Si	-0.0286	0.0554	-0.0561
Si	-0.0206	0.1974	0.2966
Si	0.0027	0.0105	-0.0613
O	0.0135	-0.0156	0.0542
O	-0.1117	-0.0724	-0.2228
O	0.0336	0.1763	-0.0484
O	0.0195	-0.0363	0.0246
O	-0.008	0.0069	-0.0282
O	-0.0022	0.0127	-0.0264
O	-0.0438	0.0811	-0.0162
O	0.0104	-0.0157	-0.012
O	0.0217	-0.0085	0.0568
O	-0.0489	0.0743	0.2704
O	-0.006	-0.2337	-0.0605
O	0.0089	0.0101	0.1273
O	0.0373	-0.0719	0.1213
O	0.1808	0.0083	-0.0173
O	0.0035	-0.0488	0.1486
O	-0.1884	0.1446	0.134
O	-0.0595	0.0242	-0.0149
O	0.0157	-0.0157	-0.0421
O	-0.0052	0	-0.0472
O	-0.0059	0.0111	-0.0366
O	0.0042	-0.0074	-0.0179
O	-0.0418	-0.0159	-0.0466
O	0.0153	-0.0095	-0.0473
O	-0.0151	0.0212	-0.0487
Si	0.0669	-0.0374	0.0449
Si	0.0081	0.1042	-0.0423
Si	-0.0315	0.0191	0.1218
Si	0.0168	-0.0009	0.0964
Si	1.1708	-0.1406	0.0184
Si	0.0028	0.0507	0.1166
Si	0.0535	0.0574	0.0138
Si	0.0182	-0.0388	0.1417
Si	-0.0748	0.3038	0.1396
Si	-0.0043	-0.0014	0.0831
Si	0.0104	-0.0232	0.0996
Si	0.0563	-0.2043	-0.5137
Si	-0.7582	1.0598	-0.3105
Si	0.0424	0.2506	-0.4328
Si	0.6878	0.8471	0.4212
Si	-0.001	0.0371	-0.0804
Si	0.0043	0.0073	0.0994
Si	-0.0404	0.5568	-0.152
Si	0.0059	0.0151	0.1025
Si	0.032	-0.1397	0.2679
Si	0.0073	0.0208	0.0964
Si	0.1085	-0.1179	-0.2145
Si	0.05	0.1537	-0.4033
Si	-0.0401	0.1683	0.2141
Si	0.697	-3.5228	-2.5582
Si	0.0024	0.0081	0.0954
Si	-0.0845	-0.1431	-0.013
Si	-0.0096	0.0203	0.0612
Si	0.0001	0.0136	0.0984
Si	0.0082	-0.0428	0.0509
Si	0.0035	-0.0015	0.1241
Si	0.0006	0.0357	0.0751
Si	0.006	-0.007	0.0779
Si	-0.0719	0.369	-0.2034
Si	-0.0024	0.0014	0.0964
Si	-0.0001	0.0038	0.0981
Si	-0.2039	-0.0124	-0.2308
Si	-0.0116	0.0018	0.0757
O	0.0041	-0.0259	-0.0587
O	-0.0185	-0.0289	0.0242
O	-0.0002	0.0355	-0.0473
O	0.0061	0.0124	-0.0497
O	-0.002	-0.0082	-0.029
O	0.0007	0.0024	-0.0277
O	0.3398	0.0077	0.4136
O	0.0047	0.0134	-0.0722
O	-1.3199	-1.2442	0.7872
O	0.0269	0.1211	-0.0595
O	0.0084	-0.0023	-0.0332
O	0.0418	-0.2641	-0.1672
O	0.1205	-0.1773	0.0511
O	-0.2902	-0.0757	-0.0383
O	-0.0073	0.0252	0.0412
O	-0.0121	0.0068	-0.0722
O	-1.7603	0.6687	-1.4507
O	-0.0026	-0.0113	-0.0044
O	-0.5922	3.475	2.8841
O	0.0139	0.0134	-0.0341
O	0.0046	0.0038	0.0107
O	0.044	0.0409	0.1103
O	-0.0168	0.0339	0.0085
O	0.0457	-0.0006	-0.0727
O	-0.3064	0.2837	0.1325
O	0.0205	-0.0106	-0.0457
O	-0.0561	-0.0396	0.0766
O	-0.0081	-0.3386	0.296
O	0.0033	0.0051	-0.0925
O	-0.0008	0.0038	-0.0297
O	-0.1986	0.0278	-0.284
O	-0.0004	0.0138	-0.0355
O	-0.0035	-0.0226	0.0208
O	-0.0146	-0.0144	-0.0421
O	0.0518	-0.0043	-0.0867
O	-0.0159	-0.011	-0.0307
O	-0.0407	-0.0728	-0.051
O	0.0115	-0.0428	-0.1033
O	-0.0103	0.0084	-0.0217
O	0.05	0.0647	0.1065
O	-0.0172	-0.0031	-0.0293
O	0.0328	-0.1145	-0.0107
O	-0.0022	-0.0186	-0.035
O	-0.0103	0.0033	-0.0344
O	2.4504	-0.426	0.0088
O	-0.003	0.0181	-0.0414
O	-0.0742	-0.229	0.2274
O	-0.0327	-0.2112	0.0576
O	0.0206	-0.0266	-0.0604
O	-0.0593	0.0437	-0.0428
O	-0.1934	-0.4431	0.1256
O	0.0168	-0.0171	-0.0304
O	0.006	0.0217	-0.0527
O	0.0216	-0.0245	-0.0342
O	-0.0224	0.0399	-0.0274
O	0.0811	-0.208	-0.1593
O	0.0135	-0.0143	-0.0599
O	-0.0218	0.0169	-0.0633
O	0.014	-0.0567	0.0671
O	0.0012	-0.0274	-0.0396
O	0.0373	0.0279	-0.035
O	0.0157	-0.0913	-0.05
O	0.0597	-0.1943	0.0923
O	-0.0196	-0.0044	-0.0371
O	0.0033	0.0231	0.2325
O	-0.0148	-0.0144	-0.0352
O	-0.0202	0.0028	-0.0729
O	0.0088	0.0094	-0.0306
O	-0.012	-0.0139	-0.0232
H	0.0145	0.0089	-0.0015

The program warned: the cutoff lies below the one the program advises for these potential files; the exchange-correlation potential is rough where the density is thin.
